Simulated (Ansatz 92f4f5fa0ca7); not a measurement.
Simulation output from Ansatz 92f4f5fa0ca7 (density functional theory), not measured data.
Periodic cell of 279 atoms, Si197O82, from a study of silicon, its oxide and their interface. The atomic structure is a simulated model.
Doubt: the cutoff is far below the 930 eV that the study's wrapper takes by default for these files, so forces and energies are approximate.
This geometry differs little from another in the collection (a relaxation step or a small displacement).

Settings
functional: PBE
potential files: Ansatz PAW
basis: plane waves
wave-function cutoff: 580 eV
density cutoff ratio: 5
exchange-correlation grid ratio: 1
k mesh: 1 x 1 x 1, Gamma-centred
self-consistency stop: 5e-08 eV per atom in the density residual
occupations: fixed
spin: none
net charge: 0

Cell vectors (angstrom)
a	10.938	0	0
b	0	10.938	0
c	0	0	42.1322

Atoms: element, x, y, z (angstrom)
Si	0	0	40.0802
Si	5.469	0	40.0802
Si	2.7345	2.7345	40.0802
Si	8.2035	2.7345	40.0802
Si	0	5.469	40.0802
Si	5.469	5.469	40.0802
Si	2.7345	8.2035	40.0802
Si	8.2035	8.2035	40.0802
Si	1.3673	1.3673	41.4474
Si	6.8362	1.3673	41.4474
Si	4.1018	4.1018	41.4474
Si	9.5708	4.1018	41.4474
Si	1.3673	6.8362	41.4474
Si	6.8362	6.8362	41.4474
Si	4.1018	9.5708	41.4474
Si	9.5708	9.5708	41.4474
Si	2.7345	0	37.3457
Si	8.2035	0	37.3457
Si	0	2.7345	37.3457
Si	5.469	2.7345	37.3457
Si	2.7345	5.469	37.3457
Si	8.2035	5.469	37.3457
Si	0	8.2035	37.3457
Si	5.469	8.2035	37.3457
Si	4.1018	1.3673	38.7129
Si	9.5708	1.3673	38.7129
Si	1.3673	4.1018	38.7129
Si	6.8362	4.1018	38.7129
Si	4.1018	6.8362	38.7129
Si	9.5708	6.8362	38.7129
Si	1.3673	9.5708	38.7129
Si	6.8362	9.5708	38.7129
Si	0	0	3.417
Si	5.469	0	3.417
Si	2.7345	2.7345	3.417
Si	8.2035	2.7345	3.417
Si	0	5.469	3.417
Si	5.469	5.469	3.417
Si	2.7345	8.2035	3.417
Si	8.2035	8.2035	3.417
Si	1.3673	1.3673	4.7843
Si	6.8362	1.3673	4.7843
Si	4.1018	4.1018	4.7843
Si	9.5708	4.1018	4.7843
Si	1.3673	6.8362	4.7843
Si	6.8362	6.8362	4.7843
Si	4.1018	9.5708	4.7843
Si	9.5708	9.5708	4.7843
Si	2.7345	0	0.6825
Si	8.2035	0	0.6825
Si	0	2.7345	0.6825
Si	5.469	2.7345	0.6825
Si	2.7345	5.469	0.6825
Si	8.2035	5.469	0.6825
Si	0	8.2035	0.6825
Si	5.469	8.2035	0.6825
Si	4.1018	1.3673	2.0497
Si	9.5708	1.3673	2.0497
Si	1.3673	4.1018	2.0497
Si	6.8362	4.1018	2.0497
Si	4.1018	6.8362	2.0497
Si	9.5708	6.8362	2.0497
Si	1.3673	9.5708	2.0497
Si	6.8362	9.5708	2.0497
Si	0.496	10.3436	29.3805
Si	4.9768	0.5191	28.9984
Si	3.0542	2.2184	29.1208
Si	7.8795	3.2137	29.0917
Si	10.5032	5.9112	29.5758
Si	6.0307	4.9166	29.2178
Si	2.4059	8.7169	29.3511
Si	8.7148	7.5225	29.2875
Si	1.4305	1.243	30.5412
Si	6.8161	1.416	30.2896
Si	4.1534	3.9693	30.3665
Si	9.5056	4.0868	30.6136
Si	1.4313	6.9126	30.5699
Si	6.883	6.7049	30.5202
Si	4.1415	9.7399	30.5221
Si	9.6049	9.3942	30.504
Si	2.787	0.0176	32.0154
Si	8.1928	-0.0218	31.6995
Si	0.0247	2.6745	31.8234
Si	5.4962	2.6856	31.855
Si	2.81	5.4114	31.7677
Si	8.1822	5.4275	32.0215
Si	0.0296	8.1745	32.0077
Si	5.4948	8.2038	31.7674
Si	4.1535	1.3851	33.3216
Si	9.5583	1.3146	33.1675
Si	1.3973	4.0832	33.1784
Si	6.8074	4.046	33.3077
Si	4.1337	6.8185	33.1691
Si	9.5771	6.8062	33.3332
Si	1.3962	9.57	33.3314
Si	6.8602	9.5672	33.1633
Si	-0.0175	0.0054	34.6213
Si	5.514	-0.0319	34.6124
Si	2.7382	2.7515	34.619
Si	8.2228	2.6814	34.6034
Si	0.0396	5.424	34.62
Si	5.456	5.4697	34.6142
Si	2.7764	8.1631	34.6148
Si	8.1947	8.219	34.6149
Si	1.3636	1.3755	35.9751
Si	6.8454	1.3522	35.985
Si	4.0971	4.1115	35.9881
Si	9.5728	4.0791	35.9715
Si	1.3791	6.8239	35.9806
Si	6.8303	6.8405	35.9752
Si	4.1158	9.5617	35.9755
Si	9.5641	9.5739	35.9869
Si	2.7456	0.0029	6.1469
Si	8.1894	0.0117	6.1467
Si	-0.0075	2.7474	6.15
Si	5.4771	2.7321	6.1507
Si	2.7268	5.4831	6.1504
Si	8.2054	5.4554	6.1417
Si	0.0155	8.206	6.1504
Si	5.4628	8.2237	6.1429
Si	4.1138	1.3639	7.5163
Si	9.5292	1.4051	7.5072
Si	1.3439	4.1326	7.5171
Si	6.8516	4.0868	7.5201
Si	4.0773	6.882	7.5026
Si	9.5805	6.8203	7.4882
Si	1.3892	9.5773	7.5179
Si	6.7812	9.6295	7.5143
Si	-0.0187	0.0304	8.8071
Si	5.4467	0.0475	8.9812
Si	2.7424	2.7559	8.8301
Si	8.1679	2.719	8.9666
Si	-0.026	5.4769	8.9299
Si	5.4638	5.4981	8.7989
Si	2.7703	8.2584	8.9442
Si	8.1683	8.2071	8.7561
Si	1.3427	1.4021	10.1721
Si	6.7837	1.3978	10.4349
Si	4.1451	4.1194	10.1722
Si	9.5193	4.12	10.3282
Si	1.3773	6.8666	10.2575
Si	6.7969	6.893	10.1496
Si	4.1153	9.6279	10.4128
Si	9.5027	9.589	10.087
Si	2.6466	0.1183	11.6832
Si	8.2051	-0.1148	11.6435
Si	0.025	2.7448	11.623
Si	5.3996	2.8805	11.7924
Si	2.8163	5.4877	11.5341
Si	8.0592	5.5319	11.5828
Si	-0.0634	8.2898	11.4619
Si	5.5903	8.2228	11.7129
Si	3.5001	1.9712	12.9193
Si	10.0057	0.8884	12.7357
Si	1.7928	3.813	12.8208
Si	6.2881	4.7901	13.0171
Si	4.4849	6.504	12.8754
Si	9.2505	7.1782	12.7339
Si	0.7521	10.0847	12.7513
Si	7.4904	8.9718	13.0435
O	6.84	4.6829	14.6025
O	7.2349	9.2895	14.6645
O	10.0828	6.3783	13.9509
O	0.8154	9.5278	14.3002
O	3.8277	1.4194	14.4504
O	1.2931	4.652	14.2024
O	9.4855	1.1581	14.302
O	3.7969	7.1156	14.2704
O	8.3315	7.5082	27.647
O	8.5204	2.8897	27.5663
O	5.6427	5.5561	27.732
O	2.1435	2.6405	27.7523
O	10.7475	10.8649	27.9659
O	-0.056	5.2786	28.0891
O	3.3309	8.4403	27.9621
O	5.4627	0.0525	27.4384
Si	10.7386	5.0931	14.7106
Si	0.8695	9.1833	15.8747
Si	3.7561	7.7479	15.7678
Si	3.1802	8.1759	22.2496
Si	0.1594	8.4957	22.411
Si	2.2854	3.4892	26.358
Si	10.6157	8.152	19.4393
Si	8.9318	2.3813	26.0591
Si	3.6188	1.0667	18.6267
Si	4.7405	1.4977	15.79
Si	6.8158	3.7589	15.9585
Si	10.0868	6.7877	17.0383
Si	0.4467	5.9149	26.6961
Si	8.3709	5.5258	21.2192
Si	4.8374	5.3215	26.3466
Si	4.379	6.7489	18.3672
Si	8.2288	7.8858	23.3741
Si	5.0083	0.5085	25.9146
Si	7.3776	5.9649	18.1515
Si	10.6724	0.7608	17.449
Si	5.7156	9.8431	23.1702
Si	1.2809	1.9067	19.9649
Si	2.9319	7.7749	26.5283
Si	0.4843	2.8177	24.2668
Si	2.6337	9.1765	19.3928
Si	9.4764	2.4125	15.3361
Si	6.0004	3.4746	21.7917
Si	10.3079	10.5894	26.4352
Si	6.201	3.1561	24.8295
Si	0.4483	4.3644	21.5714
Si	8.2197	10.1454	18.4939
Si	9.0043	7.6487	26.1605
Si	6.3331	9.7208	15.9636
Si	2.2864	10.4489	25.1384
Si	1.0942	0.3992	22.6082
Si	6.1734	0.6594	20.4874
Si	3.4867	5.3578	20.9454
O	5.8867	0.3418	15.7722
O	7.4367	10.8274	19.7708
O	7.9994	2.64	15.9646
O	7.1698	9.096	23.0832
O	4.0563	6.7162	25.9731
O	5.8718	4.7222	25.2274
O	0.1605	1.4739	23.3973
O	3.93	6.4942	16.8157
O	3.7454	1.3414	17.0471
O	7.9231	7.4576	24.941
O	8.4439	6.7142	17.1388
O	8.0233	6.8243	22.1562
O	3.7521	4.134	26.5142
O	9.2572	9.0151	19.1048
O	0.5359	4.0209	23.17
O	9.9515	5.131	21.3914
O	1.2936	4.74	26.0043
O	6.937	4.6048	17.351
O	7.7828	2.8406	25.0052
O	10.1046	6.4674	25.8739
O	3.7781	6.7227	21.8009
O	10.6964	7.7753	21.0089
O	1.7245	1.0246	21.2601
O	9.168	0.7575	26.049
O	0.142	10.1021	22.1786
O	0.348	1.1198	18.9014
O	4.9902	8.7963	15.99
O	5.4152	2.0795	25.7704
O	9.8182	3.7656	14.4899
O	9.1327	0.2837	17.6892
O	0.642	10.5686	16.7036
O	6.0131	6.8179	18.4443
O	3.3765	0.4112	25.9362
O	4.5847	4.2074	21.3663
O	1.4728	7.1526	26.8892
O	4.4214	8.8314	23.098
O	1.9434	2.5961	25.0207
O	7.159	9.5586	17.3792
O	8.063	5.7258	19.6191
O	3.7721	8.2001	18.7808
O	2.725	8.8992	25.3811
O	-0.1949	5.4915	16.2946
O	1.0834	8.8509	19.0308
O	2.721	2.2881	19.2695
O	0.369	3.1268	20.5166
O	9.8455	8.2191	23.4193
O	10.6078	6.7652	18.5835
O	2.7891	10.6363	18.7672
O	1.6544	7.9795	22.919
O	5.7498	2.9141	23.2972
O	5.6897	-0.1063	21.8555
O	5.4042	2.9695	15.9298
O	2.3342	-0.1202	23.5448
O	5.6268	10.6053	24.6407
O	9.6836	9.1277	26.1559
O	1.8934	5.0634	21.2018
O	2.878	9.1721	20.9962
O	10.2922	3.033	25.4317
O	-0.348	8.1597	16.2941
O	2.3432	8.5071	16.1043
O	5.0369	0.7825	19.336
O	3.7474	5.6147	19.3482
O	7.314	4.4258	21.7798
O	10.5722	2.1045	16.5114
O	6.4597	2.2176	20.8621
O	0.7538	10.7162	25.5882

Results
free energy: -171868.496 eV
free energy less fixed offsets of O -568.88, Si -635.61 eV per atom: -5.166 eV

Forces (eV/angstrom), in the order of the atoms: element, x, y, z
Si	-0.0204	0.0166	0.0012
Si	0.0044	-0.0158	-0.0023
Si	-0.0233	0.0053	-0.0032
Si	0.0211	-0.0031	-0.0024
Si	0.0068	-0.0139	0.0034
Si	-0.0134	0.0196	-0.0022
Si	0.0195	-0.0077	0.0006
Si	-0.0194	0.0093	-0.0019
Si	0.0127	-0.0144	-0.0034
Si	-0.0058	0.0061	0.0022
Si	0.0106	-0.0049	-0.0068
Si	-0.0067	0.0119	0.0069
Si	-0.0097	0.0078	0.0032
Si	0.0165	-0.0141	-0.004
Si	-0.0129	0.0108	0.0072
Si	0.0163	-0.0154	-0.0062
Si	0.0062	-0.0334	-0.1382
Si	0.0225	-0.0182	0.1857
Si	0.0028	-0.0266	0.1034
Si	0.0283	-0.0196	-0.078
Si	0.0093	-0.0024	0.1934
Si	0.0412	-0.0283	-0.1485
Si	0.0319	-0.0496	-0.0745
Si	0.0181	-0.0286	0.1022
Si	0.0028	0.0016	-0.0068
Si	0.028	-0.0293	0.0054
Si	-0.0065	0.021	0.0017
Si	0.0039	-0.0045	-0.0032
Si	-0.0088	-0.0079	0.0045
Si	0.0262	-0.0194	-0.0002
Si	0.0048	-0.0074	-0.0014
Si	0.0243	-0.0134	0.0028
Si	-0.0106	0.0085	-0.0027
Si	-0.0181	0.0134	-0.0028
Si	-0.0196	0.0131	0.0013
Si	0.0051	-0.0086	-0.0069
Si	-0.0261	0.0154	-0.0066
Si	-0.0259	0.0187	0.0007
Si	-0.0118	0.0103	-0.0091
Si	0.0232	-0.0264	0.001
Si	-0.0291	0.0278	0.0745
Si	-0.0222	0.0497	-0.1589
Si	-0.0069	0.0278	0.1034
Si	0.0243	0.0115	-0.187
Si	-0.0082	0.0218	-0.1498
Si	-0.0118	0.0379	0.0743
Si	-0.053	0.0305	-0.1862
Si	-0.0118	0.0312	0.1047
Si	-0.0126	0.0149	0.0066
Si	0.0158	-0.0119	-0.0058
Si	0.0048	-0.0084	-0.0035
Si	-0.0164	0.0117	0.0055
Si	0.0053	-0.006	-0.0057
Si	-0.0114	0.0132	0.0043
Si	-0.0142	0.0115	0.0028
Si	0.0088	-0.0126	-0.0044
Si	0.0156	-0.0175	0.0015
Si	-0.012	0.0104	-0.0022
Si	-0.0042	0.0192	0.0009
Si	0.0267	-0.0053	0.0046
Si	-0.011	0.0112	-0.002
Si	0.0203	-0.013	-0.005
Si	0.0085	-0.0222	0.001
Si	-0.0105	0.017	0.0049
Si	-0.0219	-0.0559	0.0154
Si	-0.0208	0.0035	0.0212
Si	-0.0051	-0.0274	0.0126
Si	0.0238	0.0297	0.0023
Si	-0.0981	-0.0177	-0.0015
Si	0.0243	-0.0055	0.006
Si	0.0416	0.1201	0.0468
Si	0.0397	-0.018	0.0092
Si	0.0396	0.0083	0.061
Si	-0.0093	0.0082	0.0083
Si	0.0033	-0.0097	0.0158
Si	-0.0065	-0.0038	0.082
Si	-0.0348	0.0109	0.0307
Si	0.0336	-0.0132	0.0667
Si	-0.0201	-0.0071	0.037
Si	0.0251	-0.0188	0.0514
Si	0.038	0.0198	0.12
Si	-0.0107	-0.0203	-0.1273
Si	-0.029	-0.0022	-0.0812
Si	0.0033	-0.0174	0.0442
Si	0.0063	0.0225	-0.0866
Si	-0.0304	-0.0295	0.1596
Si	-0.0257	-0.0186	0.1384
Si	0.0126	0.0283	-0.1083
Si	-0.0122	-0.0135	-0.1103
Si	0.0294	0.01	-0.0404
Si	-0.0124	-0.0022	-0.054
Si	-0.0313	0.0668	-0.0889
Si	-0.0271	0.0023	-0.0361
Si	0.1287	-0.0637	-0.0164
Si	-0.0534	-0.0156	-0.0458
Si	-0.006	-0.0138	-0.0688
Si	0.0444	-0.0304	-0.0317
Si	-0.0552	0.0192	-0.0313
Si	0.0801	0.0023	-0.0038
Si	-0.0394	0.0201	-0.021
Si	-0.0668	0.0398	-0.0257
Si	0.0466	-0.0386	-0.0057
Si	-0.0794	-0.0185	-0.0523
Si	0.0563	0.0012	-0.0457
Si	-0.0322	0.0148	-0.0007
Si	0.0399	-0.0278	0.0012
Si	-0.0687	0.0638	0.0054
Si	0.0303	-0.0001	0.0013
Si	0.0096	-0.0135	-0.0087
Si	-0.004	-0.0143	-0.0074
Si	0.016	-0.0039	-0.0023
Si	0.0039	-0.004	-0.0127
Si	0.0065	-0.0161	0.0031
Si	0.0038	0.0045	0.0073
Si	-0.0185	0.0149	0.0161
Si	0.0094	-0.0135	0.0053
Si	-0.0397	0.0442	0.0055
Si	0.0561	-0.0434	0.0087
Si	0.0198	-0.0304	0.0113
Si	-0.0237	0.0219	0.009
Si	-0.0492	0.0474	0.0276
Si	0.0487	-0.0428	0.0325
Si	0.0208	-0.049	0.0454
Si	-0.0317	0.0626	0.0216
Si	0.0267	-0.0421	0.0162
Si	-0.0317	0.0342	0.0097
Si	-0.0359	0.055	0.035
Si	0.053	-0.0528	0.0143
Si	-0.0172	0.035	0.0404
Si	-0.0063	-0.005	0.0454
Si	-0.0031	-0.0545	0.0792
Si	0.0357	0.0182	0.0817
Si	-0.0076	0.0254	-0.0028
Si	0.0104	-0.0339	0.0896
Si	-0.0135	-0.0427	0.0651
Si	-0.0248	0.0399	0.1127
Si	-0.0023	0.0119	-0.1358
Si	0.0004	-0.0089	0.1284
Si	0.03	0.0106	-0.1027
Si	-0.0222	-0.0363	0.094
Si	0.0167	0.0214	0.0642
Si	-0.0121	0.0169	-0.1214
Si	0.0272	0.0181	0.124
Si	-0.0267	0.0005	-0.1547
Si	-0.0207	-0.0022	-0.0387
Si	0.0139	-0.0423	-0.0664
Si	0.0203	0.0007	-0.0324
Si	-0.0076	0.0176	-0.0472
Si	0.0005	-0.011	-0.0265
Si	-0.0026	0.0085	-0.0424
Si	-0.011	0.012	-0.0481
Si	0.0159	-0.0068	-0.0426
Si	-0.025	0.0292	0.004
Si	0.0222	-0.0179	-0.0034
Si	0.0148	-0.016	-0.0094
Si	-0.0149	0.0062	0.0017
Si	-0.0052	-0.0084	-0.0128
Si	0.0004	0.0106	-0.0188
Si	-0.0299	0.0102	-0.0134
Si	0.0117	-0.0056	-0.0129
O	0.0075	0.0002	0.0088
O	-0.0073	0.0052	0.0181
O	0.0006	-0.0027	0.0093
O	0.004	-0.0072	-0.0033
O	0.0103	-0.0061	0.0022
O	-0.0059	0.0063	0.0148
O	-0.0031	0.013	0.0127
O	-0.0021	0.0029	0.0157
O	-0.0048	0.0043	-0.0226
O	0.0111	-0.0038	-0.018
O	-0.0192	0.0011	-0.0052
O	0.0061	0.0086	-0.0035
O	-0.0011	0.0129	-0.0079
O	0.0187	0.0385	0.041
O	-0.015	-0.0099	-0.0026
O	0.0079	-0.0064	-0.0175
Si	0.0043	0.0039	-0.0166
Si	0.0007	0.0004	-0.0098
Si	-0.0024	0	-0.0096
Si	-0.0008	0.007	-0.0004
Si	-0.0094	-0.0062	0.005
Si	0.0122	-0.0046	0.0189
Si	0.0039	-0.0043	-0.0078
Si	-0.0125	-0.004	0.0304
Si	-0.0013	-0.0029	-0.0118
Si	0.0038	-0.0023	-0.0061
Si	-0.0012	0.0024	-0.0124
Si	0.0014	0.0067	-0.0103
Si	-0.0135	-0.0242	-0.0108
Si	0.0006	0.0057	-0.0015
Si	0.0096	-0.0134	0.0094
Si	-0.0007	0.0017	-0.0122
Si	0.0006	-0.004	0.0106
Si	0.0097	0.0028	0.0236
Si	0.0005	0	-0.0076
Si	0.0002	-0.0053	-0.0121
Si	0.0015	0	0.0064
Si	0.002	-0.0023	-0.0054
Si	0.0161	-0.0195	-0.0244
Si	-0.0074	-0.0015	0.0104
Si	-0.0028	0.0011	-0.0099
Si	-0.0034	0.0002	-0.0184
Si	-0.0001	-0.0027	0.0076
Si	-0.0195	-0.0008	0.007
Si	0.0015	-0.0093	0.0124
Si	-0.0013	0.0038	0
Si	-0.0027	-0.0031	-0.0123
Si	-0.0235	0.0233	0.0345
Si	-0.0002	-0.001	-0.0139
Si	-0.0047	0.0158	0.0073
Si	-0.0021	-0.0043	-0.0026
Si	-0.0023	-0.0007	-0.0036
Si	0.0001	-0.0015	-0.0077
O	-0.001	0.0049	0.007
O	-0.002	0.0007	0.0073
O	0.0006	0.0012	0.0082
O	-0.0003	-0.0042	-0.0018
O	-0.0168	0.014	-0.0076
O	-0.0026	0.0057	0.0013
O	-0.0001	-0.0009	-0.0028
O	0.0042	-0.0026	0.0081
O	0.0008	0.004	0.0111
O	0.0033	-0.0056	-0.0066
O	-0.0016	-0.0007	0.0049
O	0.0006	-0.0022	-0.0004
O	-0.0005	0.0079	-0.0083
O	-0.0014	0.0003	0.0022
O	0.002	-0.0013	-0.0024
O	0.0041	-0.0019	-0.0005
O	-0.0014	0.0093	-0.014
O	-0.0002	0.0024	0.0026
O	-0.0009	0.0053	-0.0038
O	0.0318	-0.0115	-0.0031
O	0.0005	-0.0022	0.0025
O	0.0007	0.0031	0.0061
O	-0.0017	-0.0029	0.0007
O	0.001	-0.0043	-0.0011
O	0.0011	-0.0017	0.0015
O	0.0028	0.0034	0.0087
O	-0.0029	0.001	0.0048
O	-0.0088	0.0012	-0.009
O	-0.0001	-0.0016	0.0146
O	0.0002	0.0008	0.0076
O	-0.0023	0.0082	0.0084
O	-0.0003	-0.0012	0.0007
O	-0.0099	-0.0115	-0.0021
O	-0.0012	0.0011	-0.0028
O	-0.0029	0.0063	-0.0209
O	-0.004	0.0011	0.0027
O	0.0016	0.0065	0.0012
O	0.0028	0.0031	0.0086
O	0.0012	-0.0008	0.0046
O	-0.0027	0.0014	0.0053
O	-0.0013	-0.026	0.0161
O	-0.0001	-0.0008	0.0098
O	0.0026	-0.0004	0.0082
O	-0.0014	0.0027	0.0069
O	-0.0004	-0.0021	0.0023
O	0.005	0.002	-0.0055
O	-0.0017	0.0003	0.0048
O	-0.0017	-0.004	0.0044
O	-0.0011	-0.0003	0.0037
O	0.0005	0.0019	-0.0078
O	0.0006	0.0013	-0.0001
O	-0.0029	0.0016	0.0069
O	0.0018	-0.0092	0.0005
O	-0.0042	-0.0064	-0.0064
O	0.0139	0.0054	-0.0002
O	-0.0006	-0.0015	0.003
O	0.0024	-0.0008	0.0017
O	0.0063	0.0061	-0.0097
O	0.0015	-0.0003	0.0062
O	0.0031	-0.0043	0.0033
O	0.003	-0.0032	0.0049
O	-0.0015	-0.0026	0.006
O	0.0006	-0.0019	-0.0017
O	0.0023	-0.0007	0.0067
O	0.0011	-0.0018	0.0007
O	0.0178	-0.0037	0.0021

The program warned: the cutoff lies below the one the program advises for these potential files; the exchange-correlation potential is rough where the density is thin.
